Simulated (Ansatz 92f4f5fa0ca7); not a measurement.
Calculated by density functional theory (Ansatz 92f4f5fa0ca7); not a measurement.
Periodic cell of 215 atoms, Si132O82B1, from a study of silicon, its oxide and their interface. The atomic structure is a simulated model.
Doubt: the cutoff is far below the 930 eV that the study's wrapper takes by default for these files, so forces and energies are approximate.
This geometry differs little from another in the collection (a relaxation step or a small displacement).

Settings: functional PBE; potential files Ansatz PAW; basis plane waves; wave-function cutoff 580 eV; density cutoff ratio 5; exchange-correlation grid ratio 1; k mesh 1 x 1 x 1, Gamma-centred; self-consistency stop 5e-08 eV per atom in the density residual; occupations fixed; spin none; net charge -1 e, with a uniform compensating background and no finite-size correction.

Cell vectors (angstrom)
a	10.938	0	0
b	0	10.938	0
c	0	0	31.5432

Atoms: element, x, y, z (angstrom)
Si	10.4315	0.5802	24.3584
Si	6.0438	10.5042	24.1705
Si	2.1276	3.2543	24.0973
Si	8.7017	2.26	24.3242
Si	0.4998	5.057	24.1817
Si	5.0477	5.8983	24.2085
Si	3.3937	7.6517	24.176
Si	7.8275	8.8293	24.0132
Si	1.3402	1.4858	25.4686
Si	6.9179	1.3043	25.5157
Si	4.0223	4.1061	25.3406
Si	9.6662	4.0982	25.4378
Si	1.4948	6.8192	25.3848
Si	6.8934	6.9487	25.2555
Si	4.2277	9.5324	25.3615
Si	9.5236	9.6466	25.4529
Si	2.7738	0.0092	26.6565
Si	8.2207	-0.0234	26.9683
Si	0.0121	2.7686	26.9404
Si	5.4453	2.7386	26.6785
Si	2.754	5.4415	26.8597
Si	8.2223	5.525	26.6431
Si	0.0376	8.2171	26.6658
Si	5.5501	8.1969	26.8166
Si	4.104	1.3714	28.0905
Si	9.5907	1.372	28.2461
Si	1.3855	4.1215	28.2435
Si	6.831	4.137	28.0464
Si	4.1509	6.8241	28.1606
Si	9.5919	6.855	28.0726
Si	1.386	9.5953	28.0705
Si	6.8469	9.5422	28.2466
Si	0.0437	-0.0162	29.5539
Si	5.442	0.0148	29.5117
Si	2.7627	2.7129	29.5451
Si	8.1697	2.7732	29.493
Si	-0.0202	5.5078	29.5183
Si	5.5028	5.4528	29.5289
Si	2.745	8.2192	29.4652
Si	8.2474	8.1669	29.5514
Si	1.3913	1.3626	30.9318
Si	6.8117	1.3862	30.8589
Si	4.1197	4.0916	30.9103
Si	9.5448	4.1243	30.8634
Si	1.3671	6.8686	30.8532
Si	6.8626	6.8107	30.9219
Si	4.0827	9.5818	30.8675
Si	9.5949	9.5534	30.9216
Si	2.7475	-0.0244	0.7488
Si	8.1626	0.0027	0.6916
Si	-0.03	2.7624	0.6995
Si	5.472	2.7088	0.7372
Si	2.703	5.4834	0.692
Si	8.2188	5.4387	0.7565
Si	0.0278	8.1812	0.7439
Si	5.46	8.2221	0.6933
Si	4.1196	1.3349	2.113
Si	9.5212	1.3815	2.0425
Si	1.3115	4.1474	2.0886
Si	6.8445	4.057	2.104
Si	4.0602	6.8745	2.046
Si	9.6053	6.7959	2.1081
Si	1.3778	9.5513	2.1153
Si	6.8082	9.5743	2.1039
Si	-0.0583	-0.0008	3.3781
Si	5.4435	-0.0328	3.5599
Si	2.6814	2.7208	3.3677
Si	8.1871	2.6878	3.5249
Si	-0.0083	5.4841	3.5927
Si	5.4396	5.4847	3.3482
Si	2.7349	8.1936	3.5401
Si	8.2311	8.1935	3.4043
Si	1.2997	1.3638	4.6954
Si	6.8546	1.2879	4.9507
Si	4.0443	4.1328	4.6372
Si	9.5337	4.049	4.9344
Si	1.3131	6.9377	4.996
Si	6.8303	6.8106	4.6881
Si	4.0281	9.5956	4.9881
Si	9.5833	9.5384	4.7744
Si	2.4089	-0.0372	6.2444
Si	8.2704	-0.1329	6.2987
Si	-0.045	2.6086	6.2268
Si	5.3477	2.752	6.0393
Si	2.7344	5.4371	6.1506
Si	8.1046	5.4567	6.1837
Si	0.0805	8.5013	6.3877
Si	5.5456	8.1524	6.1636
Si	3.4357	1.8981	7.1249
Si	10.1916	0.6646	7.4728
Si	1.7583	3.6329	7.3304
Si	6.2095	4.4993	7.3644
Si	4.6462	6.2826	7.2533
Si	9.2154	7.2262	7.2869
B	0.8806	10.1585	7.5428
Si	7.4205	8.8755	7.4726
O	4.5889	6.5591	8.8921
O	1.3868	3.958	8.9348
O	9.7294	6.5191	8.7152
O	1.2524	10.0524	8.9621
O	6.0797	4.1799	9.0105
O	3.8456	1.699	8.7061
O	7.1466	8.9248	9.1342
O	9.7202	0.971	9.0635
O	8.2453	2.5443	22.7574
O	10.9942	5.5513	22.654
O	5.624	0.0934	22.6552
O	5.2841	5.3976	22.6382
O	2.1502	2.8169	22.4823
O	3.3264	7.8624	22.5185
O	8.3822	8.7465	22.4272
O	-0.1632	11.2324	22.7686
Si	2.1603	2.9803	12.8645
Si	8.7178	1.2608	10.2991
Si	1.0715	4.5052	15.3356
Si	7.5349	5.5384	12.1694
Si	2.4139	8.1858	21.2183
Si	5.3992	7.7702	12.4389
Si	9.285	0.4655	15.4654
Si	2.9292	-0.0368	16.6507
Si	10.4662	1.1722	12.5687
Si	7.7642	2.8339	21.2476
Si	9.173	8.7953	14.4144
Si	1.4639	4.7838	10.3301
Si	4.4816	9.4899	19.141
Si	11.0722	6.0994	21.126
Si	6.6385	10.4425	14.8231
Si	5.3876	0.7331	21.1896
Si	2.2857	9.8047	10.181
Si	0.4281	10.6413	21.3991
Si	5.8478	5.2576	21.1335
Si	3.621	7.0964	10.0566
Si	9.0507	5.6951	14.8152
Si	3.6639	4.0833	19.0837
Si	10.0278	3.6656	19.3201
Si	4.2778	8.6641	15.3471
Si	0.4618	1.9248	17.1531
Si	6.7939	7.5383	19.2577
Si	5.2606	3.6261	16.7224
Si	7.7888	5.0257	17.5175
Si	6.6734	9.8918	10.3535
Si	4.3896	1.0304	10.0462
Si	-0.0348	9.0934	11.8328
Si	9.1004	8.6363	20.9558
Si	4.5623	1.6654	14.5577
Si	2.4465	2.0934	21.0547
Si	6.3592	3.276	10.3333
Si	3.431	5.9216	16.7205
Si	9.8591	6.526	10.3226
O	0.1159	2.624	18.5874
O	2.9476	9.6344	15.577
O	10.8566	4.8086	20.1482
O	7.6075	2.3529	9.8499
O	10.9183	5.3481	10.7912
O	6.5458	6.6716	12.8193
O	10.2538	8.0617	10.7564
O	7.6955	9.4615	13.9729
O	8.3989	6.1841	10.9576
O	5.3511	10.4884	20.0827
O	2.1744	3.7655	11.4247
O	7.9747	8.5501	19.7698
O	6.2063	6.7356	20.5563
O	5.5138	2.7197	15.3917
O	1.3042	0.9346	20.7125
O	6.0742	9.0278	11.621
O	4.61	4.987	16.0954
O	6.6004	3.9149	17.612
O	10.5241	10.6744	11.8019
O	5.5934	0.4946	13.9801
O	8.0315	5.1293	15.9281
O	9.7677	9.8308	15.5431
O	-0.394	5.1426	15.1073
O	1.5682	6.8392	20.8094
O	1.5162	0.647	17.172
O	6.5952	1.7718	20.8211
O	1.0115	1.8099	12.8093
O	3.2441	5.4941	18.3137
O	9.5294	2.0081	11.5326
O	1.0278	3.1179	16.1963
O	8.572	5.1355	13.3681
O	10.3256	8.5891	13.2765
O	1.4442	9.4049	21.6881
O	10.0766	9.9403	20.6219
O	3.1148	0.2122	10.71
O	5.1191	2.2932	10.8332
O	1.7618	4.1489	13.9195
O	7.9249	10.8438	10.8258
O	9.1323	4.4726	18.2284
O	5.662	9.4909	15.754
O	5.522	-0.0875	9.7296
O	3.595	2.3013	13.3778
O	1.9743	5.6634	16.0409
O	9.7142	1.0788	14.0145
O	4.3296	6.9867	11.5111
O	4.7554	4.4952	20.2101
O	9.9675	1.3459	16.6301
O	6.712	4.24	11.6184
O	5.5837	8.4107	18.5875
O	9.0691	2.7431	20.2708
O	3.6189	1.1347	15.7727
O	4.2287	3.0798	17.8956
O	9.9158	7.2226	20.9024
O	3.3406	8.6569	9.6942
O	3.9468	7.4286	16.373
O	7.6512	0.4778	15.6815
O	8.9562	7.311	15.0052
O	3.9309	1.4447	21.163
O	1.5688	9.1396	11.5268
O	2.2982	6.1643	10.1225
O	7.349	6.4634	18.1579
O	7.2129	4.3664	21.1332
O	4.5621	8.2238	13.7907
O	3.3291	8.6684	19.9629
O	2.5004	3.2379	19.8689
O	3.7473	10.3708	17.9715

Results
free energy: -130699.425 eV
free energy less fixed offsets of B -154.04, O -568.88, Si -635.61 eV per atom: 3.295 eV

Forces (eV/angstrom), in the order of the atoms: element, x, y, z
Si	0.0062	-0.0217	-0.0416
Si	-0.0256	-0.0031	-0.0371
Si	0.0025	-0.0133	-0.0486
Si	-0.0074	0.0157	-0.0395
Si	-0.0167	0.0092	-0.0331
Si	0.0109	-0.0194	-0.0437
Si	-0.0035	0.018	-0.0404
Si	0.0112	0.01	-0.0469
Si	-0.0129	-0.001	0.0082
Si	0.0121	-0.0017	0.009
Si	0.004	0.0087	0.0057
Si	-0.0024	-0.0075	0.0061
Si	0.0092	-0.0007	0.0013
Si	-0.0098	-0.0076	0.0094
Si	0.005	-0.0027	-0.0005
Si	0.0092	0.0103	0.0043
Si	0.0073	-0.0024	0.0523
Si	0.0014	0.0064	-0.1566
Si	0.0053	0.0098	-0.1515
Si	-0.006	0.0023	0.0493
Si	0.0011	-0.0014	-0.0985
Si	-0.0036	0.0019	0.0512
Si	-0.0162	-0.0154	0.0526
Si	-0.0011	0.0014	-0.078
Si	0.0048	-0.0137	-0.0198
Si	0.0105	0.0005	0.2017
Si	0.0216	0.0299	0.1951
Si	0.0028	0.0142	-0.0571
Si	0.044	-0.0021	0.0805
Si	0.012	-0.0039	-0.0274
Si	0.0195	0.0077	-0.0531
Si	-0.0482	-0.0511	0.1907
Si	-0.0269	0.0226	-0.011
Si	0.0048	-0.0014	-0.0414
Si	-0.0099	0.0099	-0.0352
Si	0.0081	-0.0125	-0.0046
Si	0.002	-0.0048	-0.0401
Si	-0.015	0.0104	-0.0025
Si	-0.0068	-0.0025	0.0147
Si	-0.0104	0.021	-0.0324
Si	0.0136	0.0185	0.0075
Si	-0.0024	-0.028	0.002
Si	-0.0093	-0.0023	0.0023
Si	0.0282	0.0026	-0.0006
Si	-0.0064	-0.0209	0.004
Si	0.0053	0.0116	-0.0006
Si	0.0289	0.0179	-0.0002
Si	-0.0203	-0.0131	0.0074
Si	-0.0231	-0.01	0.0061
Si	0.0144	0.0238	-0.0032
Si	-0.0351	-0.0116	-0.0054
Si	0.0086	0.022	-0.0048
Si	0.0289	0.01	-0.003
Si	-0.0263	-0.0121	-0.0084
Si	0.011	0.0193	0.0007
Si	-0.0122	-0.0414	-0.002
Si	-0.0041	-0.0073	-0.0111
Si	0.02	-0.0199	0.0647
Si	0.0223	-0.0148	-0.0127
Si	-0.0209	0.0217	0.0369
Si	0.0229	-0.0148	0.0468
Si	-0.005	0.0164	-0.0099
Si	0.0046	0.0024	0.0675
Si	0.0021	0.0315	-0.0257
Si	-0.0556	-0.0239	-0.1362
Si	-0.016	0.0164	0.0384
Si	0.0392	0.0149	-0.1629
Si	0.0053	-0.0351	0.01
Si	-0.0472	0.0055	0.0358
Si	0.0253	0.0283	-0.2306
Si	-0.0233	0.0244	0.0311
Si	-0.0079	-0.102	-0.1148
Si	-0.1321	-0.0458	0.1711
Si	0.0244	0.0107	-0.0533
Si	-0.0023	0.0222	0.1202
Si	-0.0208	0.0049	-0.0554
Si	0.0875	0.0304	-0.0272
Si	-0.0471	0.0076	0.1031
Si	-0.0173	-0.0456	-0.0389
Si	0.1039	0.1878	0.139
Si	0.0795	-0.0071	-0.0127
Si	0.0004	-0.0343	-0.017
Si	0.108	-0.0486	-0.0154
Si	0.0141	0.002	-0.0387
Si	-0.0337	-0.0097	0.0042
Si	-0.0054	-0.0127	-0.0553
Si	-0.0909	-0.1899	-0.1715
Si	0.0128	0.0127	0.0199
Si	-0.0489	-0.1305	0.1087
Si	-0.0395	-0.0996	0.0721
Si	-0.0324	0.0896	0.038
Si	-0.0144	-0.0166	0.115
Si	-0.0195	0.0526	0.0346
Si	0.0726	0.0728	0.1288
B	0.0881	0.1931	0.2498
Si	-0.0423	0.0174	0.0275
O	0.0234	-0.0186	-0.0209
O	0.0043	-0.0252	-0.0506
O	-0.0123	-0.0107	-0.0125
O	-0.0732	0.0214	-0.2132
O	0.002	0.0237	-0.0647
O	-0.0014	0.0425	-0.0263
O	0.0271	-0.0182	-0.026
O	0.0404	0.0024	-0.0757
O	0.0146	-0.0145	0.0381
O	0.0106	-0.0183	0.0368
O	0.0176	-0.0168	0.0356
O	-0.0165	0.0141	0.0371
O	-0.0054	0.0239	0.0487
O	0.0181	-0.0142	0.0344
O	-0.0243	0.0027	0.0428
O	-0.0151	0.0188	0.0313
Si	-0.0036	-0.0131	-0.047
Si	-0.0226	0.0155	-0.0001
Si	-0.0035	-0.0027	-0.0272
Si	-0.0061	0.0154	-0.0567
Si	-0.0072	0.0061	0.0051
Si	0.0161	0.004	-0.0482
Si	-0.0089	-0.0079	-0.0217
Si	-0.0054	-0.0003	-0.0276
Si	0.0101	-0.0027	-0.0401
Si	0.0015	0.0092	-0.0036
Si	-0.0164	0.0076	-0.0321
Si	0.0075	0.001	-0.0119
Si	-0.0032	0.0062	-0.0015
Si	0.0016	0.0001	-0.0021
Si	0.0074	0.0017	-0.0361
Si	-0.0102	0.0029	0.0003
Si	0.03	-0.0299	0.0652
Si	0.0148	-0.0085	0.0133
Si	0.005	-0.0013	-0.0046
Si	-0.0298	-0.0149	-0.0157
Si	0.0099	0.009	-0.0293
Si	-0.0023	0.0102	-0.0094
Si	0.0037	-0.008	0.0029
Si	-0.0002	0.0097	-0.0225
Si	0.002	-0.0048	-0.017
Si	-0.0056	-0.0057	0.0077
Si	-0.0045	0.0001	-0.013
Si	-0.0044	-0.0112	-0.0082
Si	-0.0058	0.0122	-0.0208
Si	0.0289	0.0211	-0.0292
Si	-0.0194	0.0098	-0.0375
Si	0.0072	-0.0052	0.0043
Si	0.001	-0.007	-0.0343
Si	0.0102	-0.0067	-0.0036
Si	0.0185	-0.0324	0.0029
Si	-0.0016	0.0017	-0.0156
Si	-0.0111	0.0069	-0.0385
O	-0.0097	0.0101	0.004
O	0.0004	-0.0019	0.0214
O	0.006	0.0177	-0.0009
O	-0.0038	0.0203	0.0282
O	0.0082	0.0062	0.0153
O	0.0012	-0.0014	0.0199
O	-0.0055	-0.0166	0.0181
O	0.0004	-0.0018	0.0226
O	0.0039	-0.0033	0.0241
O	0.0046	0.0149	0.0012
O	-0.005	0.0185	0.0096
O	0.0143	0.0025	-0.0009
O	-0.0048	-0.0108	-0.006
O	0.0026	0.0017	0.0152
O	-0.0025	-0.0041	-0.0103
O	-0.0029	0.0128	0.0079
O	0.0011	-0.0016	0.0093
O	0.0052	0.003	-0.0022
O	-0.0036	-0.0128	0.0298
O	-0.0017	-0.0009	0.0261
O	-0.0022	-0.0024	0.0142
O	0.0057	-0.0024	0.0068
O	-0.0074	-0.0007	0.017
O	-0.0019	-0.0003	-0.014
O	-0.0043	0.0013	0.0035
O	0.0019	0	-0.013
O	-0.0014	-0.0036	0.0254
O	0.0026	-0.0069	0.0058
O	-0.0194	-0.0082	0.0011
O	-0.0041	-0.0036	0.009
O	-0.005	0.0004	0.0217
O	0.0073	-0.0034	0.0115
O	-0.0036	0.0033	-0.0243
O	-0.0015	-0.002	-0.0108
O	-0.0107	-0.0099	0.0034
O	-0.0102	-0.0113	0.006
O	-0.0016	-0.0019	0.0203
O	-0.0088	0.0005	0.0174
O	0.0085	-0.0061	0.0031
O	-0.0062	-0.0056	0.0087
O	-0.0025	0.0024	0.0099
O	0.0003	0.0015	0.0246
O	0.0048	-0.0002	0.0087
O	0.006	0.0055	0.0123
O	-0.0195	0	-0.0043
O	0.0163	0.0067	0.002
O	0.0092	0.001	0.0082
O	-0.0066	-0.0104	0.0062
O	0.0016	-0.0008	-0.0025
O	-0.0149	-0.0034	-0.0022
O	-0.0005	0.0033	0.0156
O	-0.0047	-0.0029	0.007
O	0.0015	-0.0004	-0.0163
O	-0.004	0.0108	-0.0029
O	0.0003	-0.0017	0.0053
O	0.0005	0.0028	0.0122
O	0.003	-0.0077	0.0115
O	0.006	-0.0012	-0.0176
O	0.0235	0.0204	0.0012
O	0.0204	0.009	0.027
O	-0.0031	0.0149	0.0044
O	0.0006	-0.009	-0.0145
O	0.0011	-0.0044	0.0147
O	-0.0109	-0.0105	-0.0003
O	-0.0064	-0.0155	0.0033
O	0.0135	-0.0104	0.0176

The program warned: the cutoff lies below the one the program advises for these potential files; the exchange-correlation potential is rough where the density is thin.
